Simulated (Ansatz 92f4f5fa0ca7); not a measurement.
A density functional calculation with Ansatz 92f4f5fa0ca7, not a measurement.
Periodic cell of 237 atoms, Si145O90As2, from a study of silicon, its oxide and their interface. The atomic structure is a simulated model.
Doubt: the cutoff is far below the 930 eV that the study's wrapper takes by default for these files, so forces and energies are approximate.

Settings: functional PBE; potential files Ansatz PAW; basis plane waves; wave-function cutoff 580 eV; density cutoff ratio 5; exchange-correlation grid ratio 1; k mesh 1 x 1 x 1, Gamma-centred; self-consistency stop 5e-08 eV per atom in the density residual; occupations fixed; spin none; net charge 0.

Cell vectors (angstrom)
a 11.6015 0 0
b 0 10.938 0
c 0 0 32.0622

Atoms and the computed forces on them: element, x, y, z (angstrom), force x, y, z (eV/angstrom)
Si -0.2517 -0.0963 23.2366 -0.0043 -0.0365 -0.036
As 3.5551 0.0325 22.6473 -0.0764 0.1843 -0.1705
Si 7.397 -0.1294 23.3818 0.0525 -0.0148 -0.0188
Si 1.6411 1.3592 23.3026 0.0196 -0.0818 -0.0273
Si 5.5695 1.4153 23.1789 0.0068 -0.0967 0.0117
Si 9.3572 1.1881 23.3033 -0.0163 -0.0174 -0.0186
Si 0.1084 5.3901 23.4293 0.0129 -0.0127 -0.0289
Si 4.0438 5.2868 23.3768 -0.0121 0.0002 0.0114
Si 7.9475 5.5804 23.5772 -0.0241 0.006 0.0012
Si 2.1348 6.6497 23.3434 -0.0109 0.0086 -0.0261
Si 5.8811 6.7629 23.4647 0.0283 0.0334 -0.0577
Si 9.8937 6.8635 23.6437 -0.0021 0.0432 -0.0404
Si 1.8815 2.5986 25.3203 0.0368 0.0198 -0.0081
Si 5.7491 2.6288 25.2482 -0.0303 0.0214 0.0343
Si 9.5917 2.6584 25.212 -0.019 -0.0034 0.0009
Si 11.5752 3.9752 25.3113 0.0065 0.0235 0.0024
Si 3.8333 3.9691 25.3161 -0.0169 -0.0233 -0.0245
Si 7.6809 4.0365 25.3374 0.0354 -0.0025 0.0006
Si 1.9668 8.1479 25.2388 0.0067 -0.043 -0.0044
Si 5.7864 8.1224 25.4122 -0.0633 -0.0388 -0.0085
Si 9.6903 8.2759 25.4556 0.0237 0.0081 -0.0122
Si 11.6313 9.5695 25.2549 -0.0242 0.0154 0.0118
As 3.8861 9.6244 25.2437 0.076 0.0931 0.0497
Si 7.663 9.5347 25.3632 0.0051 0.0121 0.0017
Si 11.6198 -0.0137 27.2029 0.006 -0.0044 0.0094
Si 3.8805 -0.0657 27.2989 -0.0203 -0.0468 0.0082
Si 7.7328 -0.0169 27.2587 -0.0033 0.0063 -0.0057
Si 1.955 1.3047 27.2728 -0.003 -0.0085 -0.016
Si 5.7981 1.3167 27.2216 -0.0024 -0.0098 -0.0377
Si 9.6693 1.3335 27.185 0.0122 0.0018 -0.009
Si 11.5656 5.4271 27.1998 -0.0014 0.0077 -0.0084
Si 3.8131 5.3988 27.2188 0.0151 0.0263 -0.0068
Si 7.7045 5.4205 27.2582 -0.0103 0.0069 -0.0072
Si 1.9059 6.7982 27.1903 -0.0136 -0.0066 0.0179
Si 5.7498 6.7466 27.2947 0.001 0.0034 0.0063
Si 9.6369 6.7924 27.279 0.0021 0.0002 0.0245
Si 1.9279 2.7196 29.1701 0.0018 0.0108 -0.0079
Si 5.7863 2.7107 29.1487 0.004 0.0152 -0.0059
Si 9.671 2.7116 29.1377 0.0076 0.0031 -0.0044
Si -0.0031 4.0917 29.157 -0.0048 0.0035 0.0054
Si 3.8534 4.0771 29.174 -0.0058 0.0092 0.0044
Si 7.7273 4.0674 29.1829 0.005 0.0014 0.0053
Si 1.9082 8.1712 29.1405 0.0096 0.0108 -0.0004
Si 5.7903 8.1773 29.1761 -0.0095 0.0121 -0.0018
Si 9.6598 8.1926 29.1801 -0.0054 0.0044 0.0063
Si -0.0115 9.5616 29.148 -0.0014 -0.0118 -0.0054
Si 3.852 9.5211 29.2082 0.0063 -0.0188 -0.0502
Si 7.724 9.5494 29.1758 0.0051 -0.0166 0.02
Si 0 0 31.0965 0.013 -0.0202 -0.0814
Si 3.8672 0 31.0965 -0.0245 0.014 0.1462
Si 7.7343 0 31.0965 -0.0309 0.0127 0.0453
Si 1.9336 1.3673 31.0965 -0.0438 -0.1061 0.0575
Si 5.8008 1.3673 31.0965 0.0054 -0.0532 -0.0885
Si 9.6679 1.3673 31.0965 0.0179 -0.1078 -0.0924
Si 0 5.469 31.0965 0.0141 -0.0465 -0.0505
Si 3.8672 5.469 31.0965 0.0164 0.0269 -0.0161
Si 7.7343 5.469 31.0965 -0.01 -0.0349 0.041
Si 1.9336 6.8362 31.0965 -0.0523 -0.0874 -0.0732
Si 5.8008 6.8362 31.0965 0.0144 -0.1338 0.146
Si 9.6679 6.8362 31.0965 0.0322 -0.1379 0.1571
Si 1.9336 2.7345 0.9679 0.0376 0.0741 0.0447
Si 5.8008 2.7345 0.9679 -0.0304 0.0584 -0.2125
Si 9.6679 2.7345 0.9679 0.0159 0.0662 0.0169
Si 0 4.1018 0.9679 -0.1077 0.006 -0.1347
Si 3.8672 4.1018 0.9679 0.0238 0.0227 0.0347
Si 7.7343 4.1018 0.9679 0.0793 0.0641 0.0914
Si 1.9336 8.2035 0.9679 0.0222 0.0473 -0.0798
Si 5.8008 8.2035 0.9679 0.0188 0.083 -0.0872
Si 9.6679 8.2035 0.9679 -0.039 0.0918 0.0924
Si 0 9.5708 0.9679 -0.012 0.0386 0.0283
Si 3.8672 9.5708 0.9679 -0.0196 0.0597 0.0979
Si 7.7343 9.5708 0.9679 0.0623 -0.0507 -0.0119
Si 11.6211 0.0289 2.8953 0.0008 0.0023 -0.0006
Si 3.8694 0.0082 2.9128 -0.0007 0.0066 0.0034
Si 7.7586 0.0114 2.8886 0.0021 0.0023 -0.0002
Si 1.9501 1.3899 2.9101 -0.0016 0.001 0.0023
Si 5.8272 1.3452 2.8523 0.0002 -0.0012 0.0017
Si 9.6732 1.3796 2.9121 0.001 0.0011 0.0015
Si 11.5784 5.5028 2.8647 0.0003 0.0013 -0.0042
Si 3.8926 5.4862 2.9002 -0.0005 0.0017 -0.0011
Si 7.7548 5.5012 2.8975 0.001 0.0024 -0.0018
Si 1.9303 6.8122 2.8712 -0.0024 0.0017 0.0043
Si 5.826 6.8466 2.8851 0.003 -0.0002 0.0061
Si 9.6712 6.8971 2.9434 0.0008 0.0006 0.0039
Si 1.9368 2.8299 4.8005 -0.0005 0.0002 -0.0017
Si 5.8645 2.7155 4.7473 0 0.0004 -0.0016
Si 9.6224 2.7872 4.8279 -0.0017 0.0016 0.0014
Si 11.5631 4.126 4.7623 -0.0013 -0.0017 -0.0032
Si 3.946 4.0861 4.8052 -0.0017 -0.004 0.0003
Si 7.7443 4.1998 4.8648 0.0012 -0.0011 -0.0024
Si 1.9087 8.1557 4.7986 -0.0016 -0.0012 -0.0027
Si 5.8314 8.2603 4.7749 -0.0022 0.0004 0.0001
Si 9.6848 8.3264 4.8801 -0.002 0.0011 -0.0017
Si 11.6535 9.6587 4.859 -0.0001 -0.0045 -0.0005
Si 3.8405 9.4853 4.7855 -0.0009 -0.0052 0.0039
Si 7.7452 9.6781 4.8763 -0.0013 -0.0035 0.0001
Si 11.637 0.2318 6.7462 -0.0055 0.0061 -0.0021
Si 3.7795 -0.0553 6.648 0 0.0026 -0.0048
Si 7.7464 0.0555 6.9024 -0.0015 0.0042 -0.0062
Si 2.0805 1.5098 6.7359 0.0073 0.0004 -0.0039
Si 5.7422 1.2699 6.6235 -0.0003 -0.0022 -0.0027
Si 9.6834 1.516 6.8299 0.0026 -0.0015 -0.0021
Si 11.5603 5.5045 6.6632 0.0025 -0.002 -0.0025
Si 4.0171 5.4295 6.7585 0.0012 0.0005 -0.0029
Si 7.7821 5.681 6.793 -0.0058 0.0004 -0.0057
Si 2.0121 6.6379 6.6306 -0.0006 0.0023 -0.0044
Si 5.8468 6.9728 6.7269 0.0022 0.0041 -0.0048
Si 9.7945 7.0463 6.8758 0.0028 0.0055 0.0006
O 10.0464 7.9714 8.2669 0.0009 0.0002 0.0019
O 7.6997 9.9218 8.2013 0.0006 -0.0018 0.0038
O 7.4731 4.743 8.1323 0.002 0.0006 0.0055
O 3.3748 10.3415 8.1909 0.0015 -0.0025 0.0027
O 2.0983 7.5039 8.0301 0.0023 0.0011 0.0037
O 4.0334 4.5947 8.2204 -0.0005 -0.0002 0.0005
O 9.8411 2.4432 8.2161 0.0019 0.0048 0.0064
O 2.6436 2.3474 8.0978 0.0007 0.0018 0.0069
O 11.4238 4.5834 8.033 0.0009 0.0034 -0.0002
O 5.3905 2.3693 7.8123 -0.0037 0.0056 0.0074
O 5.849 7.9701 8.0702 0.0011 0.0047 0.0081
O 11.4101 10.2851 8.1146 0.0002 -0.0019 0.0014
O 11.2494 9.9866 21.7876 -0.0289 -0.0592 -0.0039
O 3.1971 11.4923 20.8022 0.1983 -0.3862 -0.0779
O 5.6919 7.7268 22.1245 0.0211 -0.0024 0.0466
O 4.1188 4.4235 21.9367 0.0002 -0.0105 0.003
O 7.4386 9.7495 22.0796 -0.0244 0.0121 -0.0007
O 9.9905 7.7065 22.2193 0.0373 0.0521 -0.0328
O 1.4418 2.5032 22.1375 -0.0299 0.0156 0.0164
O 5.8899 2.4615 21.9078 -0.008 -0.0233 0.0223
O 8.4016 4.7449 22.2087 -0.0006 -0.0069 -0.0151
O -0.1232 4.6067 21.9636 0.0301 -0.0373 -0.0221
O 2.3539 7.4514 21.9077 -0.0301 0.0249 -0.1166
O 9.1339 1.8756 21.8092 0.0093 -0.0113 0.0246
Si 1.9695 7.7614 9.6064 0.0006 0.0023 -0.0034
Si 5.0992 0.6099 17.4513 -0.0119 -0.0094 0.0238
Si 2.5275 5.3998 13.9887 0.0014 0.0018 -0.0038
Si 10.5808 3.8823 14.0036 0.0037 0.0007 -0.0007
Si 8.2896 2.3651 15.1717 0.0016 -0.0036 0.007
Si 9.4946 2.3021 20.2839 -0.013 0.0019 -0.003
Si 10.5689 3.6576 9.0533 -0.0024 -0.0038 -0.0052
Si 0.12 2.3612 11.5322 -0.0002 -0.002 -0.0046
Si 11.0803 8.15 15.39 -0.0007 0.0045 0.0001
Si 5.2053 6.932 13.9778 0.002 0.0007 -0.0017
Si 5.8083 2.635 11.0646 0.001 -0.0005 -0.0037
Si 8.4417 7.697 19.3537 -0.0139 -0.0073 -0.0023
Si 8.0171 4.8822 20.6334 -0.006 0.0109 0.023
Si 6.0345 9.6134 15.0328 0.0026 0.0015 -0.0012
Si 1.9669 7.6847 20.336 -0.0072 0.2683 -0.1442
Si 1.9642 4.9605 18.7882 -0.0047 -0.0129 -0.0077
Si 4.5157 3.452 17.9993 0.0108 -0.0079 0.0115
Si 8.5343 8.9467 16.7795 0.0054 -0.0053 -0.0029
Si 0.884 9.5159 13.2856 0.0034 -0.0001 -0.0028
Si 10.0043 10.6875 11.6572 -0.0004 -0.0008 -0.0032
Si 5.2788 3.7056 21.0194 -0.0153 0.0285 0.0038
Si 0.6261 5.4774 16.2332 -0.0035 -0.0032 -0.0012
Si 10.8493 9.1388 9.1092 0.0001 -0.0012 -0.0056
Si 6.3519 8.8923 21.1957 -0.0404 0.0171 0.0508
Si 7.1473 7.1149 11.4674 -0.0055 0.0036 -0.003
Si 2.7386 0.7563 12.1967 0.0022 -0.0008 -0.0034
Si 10.7048 8.6084 21.0671 0.1093 -0.0431 0.0047
Si 6.0602 4.3308 15.6161 0.0033 0.0019 0.0019
Si 7.1417 0.4851 12.8607 0.0009 0.0032 0.0013
Si 4.0864 2.9906 8.5731 0.0001 -0.0043 -0.0099
Si 0.916 6.7774 11.906 -0.0008 0.0006 -0.0038
Si 6.5971 9.0481 9.0532 0.0015 -0.0031 -0.0076
Si 0.5984 3.4092 21.0958 0.0389 0.0366 0.0362
Si 9.8284 6.5639 12.8847 -0.0005 0.0004 -0.0026
Si 7.7815 4.552 9.717 -0.0019 -0.0049 -0.0017
Si 3.8006 10.253 19.9005 -0.0815 0.1309 0.2349
Si 4.3198 3.0541 13.4714 0 -0.0003 -0.0047
Si 3.8818 10.01 9.7132 0.0032 0.0011 -0.0049
Si 8.0788 0.8099 17.9464 0.0003 0.0015 0.0082
O 11.5538 3.2804 12.8553 0.0016 -0.0014 0.0036
O 9.4036 4.4757 9.8672 -0.0006 0.0026 0.0008
O 8.6541 3.6219 19.8488 -0.0002 -0.0012 0.0078
O 4.1431 -0.3307 18.3561 0.0187 0.0138 -0.027
O 11.3134 4.4987 15.3173 0.0029 -0.0013 0.002
O 9.9286 9.8124 10.2741 0.0012 0.0014 0.0043
O 3.8576 1.534 13.1009 -0.0012 0.0018 0.0003
O 0.6857 9.101 14.8492 0.0001 -0.0027 -0.002
O 6.487 1.0422 18.2291 0.0046 -0.0054 -0.008
O 4.7857 3.1491 19.5821 0.0002 0.0098 -0.0071
O 6.3089 1.1856 11.6401 0.0009 -0.0013 0
O 0.5937 8.6054 9.8469 0.0015 -0.0023 0.0008
O 5.6857 4.305 17.2135 -0.0013 0.002 -0.0044
O 8.4667 7.2431 12.3833 -0.0001 -0.002 -0.0005
O 4.4391 2.6696 10.1392 0.0009 -0.0005 0.0062
O 2.1195 5.5044 15.5583 0.0015 0.0009 -0.0025
O 3.4065 0.066 10.89 -0.0001 0.0002 0.0027
O 5.9037 7.1691 12.5159 0.0046 0.0021 -0.0059
O 2.3495 6.4398 19.3524 -0.0835 0.1855 0.1268
O 0.6893 4.9545 17.77 0.0249 0.0049 0.0126
O 8.51 10.7597 12.2826 -0.0006 -0.0001 0.0009
O 5.4993 10.0883 9.6453 -0.0002 0.0006 0.0018
O 0.3468 7.8963 20.2911 0.2395 -0.0085 0.0886
O 9.7506 2.6004 14.5334 -0.004 0.0007 0.0034
O 2.0518 10.6309 13.2132 -0.0014 -0.0005 -0.0008
O 10.0308 9.0895 16.1788 -0.0046 -0.0019 -0.0023
O 6.2404 10.2508 13.544 0.0005 0.0006 -0.0022
O 7.4297 1.5482 14.0624 -0.0018 -0.0039 -0.0054
O 1.665 4.0062 20.0512 -0.0369 0.0038 0.0325
O 5.9508 5.8052 14.9164 -0.0037 0.0005 -0.0001
O 7.4554 9.0036 15.5706 0.0031 0.0005 0.0035
O 1.6009 1.7311 11.5977 0.0007 -0.0013 -0.0013
O 7.2091 8.307 10.3591 0.0016 -0.0046 0.0077
O 4.2959 2.0168 17.2381 0.0062 -0.003 0.0004
O 7.0848 3.1808 10.2253 -0.0007 0.001 -0.0006
O 11.6506 6.9923 16.3646 -0.0005 -0.0028 -0.0021
O 8.272 10.16 17.7971 0.0035 0.0046 -0.0031
O 3.3158 8.5299 10.0932 0.0002 -0.0014 -0.0002
O 7.5929 3.8092 15.461 0.0004 -0.0015 -0.002
O 3.1922 4.3688 17.9231 -0.0137 0.0131 0.0098
O 2.9502 3.9083 13.5322 0.0003 0.0023 -0.0004
O 1.3992 8.2373 12.4348 0.0004 0.0011 -0.0029
O 1.2136 5.73 13.1002 0.0005 -0.0011 0.0006
O 5.0636 8.3234 14.8214 -0.0011 -0.0032 -0.0042
O 11.1024 2.5598 20.2402 -0.0018 0.0122 -0.0006
O 11.0447 10.0212 12.714 -0.0014 0.001 0.0004
O 5.3937 3.574 12.3423 -0.0019 -0.0009 0.0034
O 5.0649 3.2456 14.8981 -0.0007 0.0019 -0.0019
O 6.3855 4.8557 20.6299 0.0041 -0.0199 -0.0095
O 8.492 1.5526 16.5617 -0.0049 0.005 -0.0025
O 10.5234 1.2655 11.3822 0.0009 0.0009 -0.0003
O 10.9105 6.6757 11.6601 0.0012 0.0006 -0.0012
O 2.7882 8.9794 19.7961 -0.1794 -0.251 0.2084
O 1.7668 6.4343 10.5482 0.0007 0 -0.0001
O 7.0028 8.2193 19.8822 0.0198 0.01 -0.0179
O 8.4226 7.6073 17.7182 0.0019 0.0104 -0.0002
O 3.698 6.4509 13.6451 -0.0021 0.0012 -0.0008
O 9.6043 5.0121 13.3317 0.0027 -0.0006 -0.0028
O 5.2152 9.883 20.6467 -0.2096 0.0081 -0.1014
O 10.3303 7.4328 14.1477 0.0012 -0.002 -0.0036
O 8.6516 6.1951 19.9355 -0.0036 0.0121 -0.0032
O 7.143 5.7274 10.6257 -0.0005 0.0042 -0.0002
O 5.4267 10.7296 16.0662 -0.0029 0.0054 0.0032
O 9.047 1.197 19.189 -0.0029 0.0088 -0.0105
O 11.6678 3.207 10.149 0 0.0004 0.0025
O 9.5832 8.7428 19.8927 0.0457 -0.0062 0.0304

Results
free energy: -153072.884 eV
free energy less fixed offsets of As -4856.12, O -568.88, Si -635.61 eV per atom: 2.006 eV

The program warned: the cutoff lies below the one the program advises for these potential files; the exchange-correlation potential is rough where the density is thin.
